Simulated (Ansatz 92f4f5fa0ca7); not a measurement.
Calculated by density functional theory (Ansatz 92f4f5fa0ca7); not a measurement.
Periodic cell of 276 atoms, Si168O108, from a study of silicon, its oxide and their interface. The atomic structure is a simulated model.
Doubt: the cutoff is far below the 930 eV that the study's wrapper takes by default for these files, so forces and energies are approximate.

Settings
functional: PBE
potential files: Ansatz PAW
basis: plane waves
wave-function cutoff: 580 eV
density cutoff ratio: 5
exchange-correlation grid ratio: 1
k mesh: 1 x 1 x 1, Gamma-centred
self-consistency stop: 5e-08 eV per atom in the density residual
occupations: fixed
spin: none
net charge: 0

Cell vectors (angstrom)
a, 11.6015, 0, 0
b, 0, 13.3963, 0
c, 0, 0, 30.9279

Atoms: element, x, y, z (angstrom)
Si, 0.0485, -0.1395, 24.2308
Si, 3.8906, -0.0327, 24.1148
Si, 7.7518, 0.0601, 24.082
Si, 1.9053, 3.4218, 24.02
Si, 5.9444, 3.4311, 24.1745
Si, 9.5857, 3.3186, 24.2579
Si, 0.0769, 6.5402, 24.2218
Si, 3.8746, 6.7521, 24.4002
Si, 7.7223, 6.755, 24.1289
Si, 1.9972, 10.041, 24.4995
Si, 5.855, 10.0133, 24.2248
Si, 9.6812, 10.0571, 24.2769
Si, 0.0241, 2.1875, 24.7577
Si, 3.8972, 2.2736, 24.672
Si, 7.7196, 2.185, 25.0941
Si, 1.9813, 5.5268, 25.1135
Si, 5.8431, 5.6239, 24.9853
Si, 9.653, 5.5872, 24.9165
Si, 0.0181, 8.8381, 24.8824
Si, 3.9546, 8.9599, 25.1638
Si, 7.7723, 8.9216, 25.0196
Si, 2.0072, 12.3106, 25.0955
Si, 5.85, 12.2908, 24.8743
Si, 9.6422, 12.2972, 24.9584
Si, 0.0178, 2.2264, 27.2277
Si, 3.8838, 2.249, 27.1816
Si, 7.7398, 2.1984, 27.4328
Si, 1.971, 5.5582, 27.4468
Si, 5.8332, 5.5773, 27.3636
Si, 9.6733, 5.5831, 27.3234
Si, 0.0094, 8.9003, 27.3107
Si, 3.9162, 8.9389, 27.4899
Si, 7.7558, 8.9173, 27.3862
Si, 1.9669, 12.3095, 27.4368
Si, 5.8263, 12.2835, 27.2972
Si, 9.6633, 12.2913, 27.3459
Si, 1.9575, 1.1679, 28.1364
Si, 5.769, 1.1124, 28.1448
Si, 9.7124, 1.1174, 28.1623
Si, -0.0024, 4.4373, 28.1444
Si, 3.9118, 4.431, 28.1597
Si, 7.7567, 4.4573, 28.1655
Si, 1.9465, 7.818, 28.1827
Si, 5.84, 7.7946, 28.2004
Si, 9.6879, 7.8021, 28.1758
Si, 0.0068, 11.1512, 28.1473
Si, 3.906, 11.1878, 28.1884
Si, 7.7404, 11.1633, 28.1644
Si, 1.9336, 1.1164, 30.5329
Si, 5.8008, 1.1164, 30.5329
Si, 9.6679, 1.1164, 30.5329
Si, 0, 4.4654, 30.5329
Si, 3.8672, 4.4654, 30.5329
Si, 7.7343, 4.4654, 30.5329
Si, 1.9336, 7.8145, 30.5329
Si, 5.8008, 7.8145, 30.5329
Si, 9.6679, 7.8145, 30.5329
Si, 0, 11.1635, 30.5329
Si, 3.8672, 11.1635, 30.5329
Si, 7.7343, 11.1635, 30.5329
Si, 0, 0, 0.3944
Si, 3.8672, 0, 0.3944
Si, 7.7343, 0, 0.3944
Si, 1.9336, 3.3491, 0.3944
Si, 5.8008, 3.3491, 0.3944
Si, 9.6679, 3.3491, 0.3944
Si, 0, 6.6981, 0.3944
Si, 3.8672, 6.6981, 0.3944
Si, 7.7343, 6.6981, 0.3944
Si, 1.9336, 10.0472, 0.3944
Si, 5.8008, 10.0472, 0.3944
Si, 9.6679, 10.0472, 0.3944
Si, -0.0135, -0.0141, 2.7509
Si, 3.8799, -0.0022, 2.7647
Si, 7.7045, 0.0002, 2.7526
Si, 1.9204, 3.3517, 2.7614
Si, 5.7944, 3.3816, 2.7462
Si, 9.6803, 3.3629, 2.7521
Si, -0.0216, 6.673, 2.7682
Si, 3.8226, 6.6946, 2.7475
Si, 7.7169, 6.7021, 2.7781
Si, 1.8983, 10.0581, 2.7582
Si, 5.7565, 10.0345, 2.7714
Si, 9.6064, 10.0472, 2.7713
Si, -0.0053, 2.2107, 3.5608
Si, 3.8709, 2.2475, 3.5287
Si, 7.7354, 2.254, 3.4786
Si, 1.9182, 5.5745, 3.6117
Si, 5.7575, 5.6148, 3.5646
Si, 9.6423, 5.5789, 3.627
Si, -0.0494, 8.9197, 3.5055
Si, 3.8091, 8.9125, 3.5703
Si, 7.669, 8.9254, 3.6337
Si, 1.9323, 12.2975, 3.5652
Si, 5.7945, 12.2554, 3.6234
Si, 9.6353, 12.2921, 3.5706
Si, -0.0092, 2.196, 5.945
Si, 3.877, 2.2464, 5.8914
Si, 7.7323, 2.2713, 5.8177
Si, 1.9142, 5.5557, 6.0324
Si, 5.6977, 5.6387, 5.9471
Si, 9.6148, 5.5635, 6.0539
Si, -0.1014, 8.9163, 5.854
Si, 3.7474, 8.8897, 5.9623
Si, 7.6167, 8.9189, 6.0566
Si, 1.9368, 12.3098, 5.9449
Si, 5.7992, 12.2172, 6.058
Si, 9.6157, 12.31, 5.962
Si, 1.9729, 1.1493, 6.6977
Si, 5.8437, 1.1198, 6.5482
Si, 9.6048, 1.1609, 6.6866
Si, -0.0213, 4.4123, 6.6879
Si, 3.8684, 4.4355, 6.7737
Si, 7.5931, 4.4674, 6.6463
Si, 1.7614, 7.8074, 6.7223
Si, 5.643, 7.8191, 6.8532
Si, 9.5892, 7.8309, 6.7139
Si, -0.0146, 11.1606, 6.5486
Si, 3.8063, 11.1129, 6.6856
Si, 7.7683, 11.1388, 6.8317
O, 4.0843, 4.2475, 8.4524
O, 5.4078, 7.7599, 8.5452
O, 9.3697, 1.3915, 8.354
O, 9.6181, 7.9872, 8.393
O, 2.1662, 1.2599, 8.3724
O, 6.1505, 1.3004, 8.1881
O, 1.376, 7.9104, 8.3722
O, 0.0931, 10.9675, 8.2038
O, 3.6147, 10.8766, 8.3547
O, 0.2085, 4.1973, 8.3479
O, 7.1543, 4.4373, 8.2803
O, 8.0575, 11.1539, 8.5121
O, 6.4989, 3.6717, 22.583
O, 2.2873, 10.0846, 22.8614
O, 7.711, 0.2337, 22.3796
O, 12.0018, 6.003, 22.6506
O, 7.474, 6.9309, 22.4435
O, 0.223, 12.6449, 22.6788
O, 9.5284, 10.1517, 22.6204
O, 3.8947, 7.0885, 22.7672
O, 5.9537, 9.7585, 22.5629
O, 9.1991, 3.3696, 22.6137
O, 1.6633, 3.6958, 22.3397
O, 3.7757, -0.2303, 22.4435
Si, 7.6877, 10.5687, 16.7078
Si, 4.498, 11.1941, 9.6883
Si, 9.3311, 10.5592, 21.0598
Si, 1.973, 7.3327, 9.7737
Si, 2.6964, 1.589, 9.8729
Si, 8.3219, 6.5551, 21.0919
Si, 10.7824, 8.0677, 20.6587
Si, 2.1605, 12.3921, 11.3275
Si, 9.6846, 6.076, 13.9417
Si, 9.99, 1.4489, 16.2845
Si, 5.6531, 0.5968, 9.555
Si, 1.6488, 9.5743, 21.471
Si, 10.9627, 4.0342, 9.7243
Si, 7.8735, 3.6094, 21.6768
Si, 4.8944, 6.0827, 12.1497
Si, 7.2493, 0.8045, 20.9054
Si, 10.1962, 1.1096, 9.7333
Si, 10.8986, 4.4913, 16.3875
Si, 7.9286, 4.9402, 9.6108
Si, 2.1523, 5.1232, 16.7654
Si, 1.1945, 13.6093, 16.3861
Si, 7.5986, 1.5507, 14.1239
Si, 11.3893, 11.6828, 9.6186
Si, 7.3874, 4.3904, 12.5463
Si, 7.8786, -0.0173, 11.5013
Si, 11.7976, 12.2364, 21.1087
Si, 11.2907, 6.5165, 11.5083
Si, 5.1163, 7.9206, 19.089
Si, 3.2255, 7.092, 14.7169
Si, 2.2553, -1.9337, 14.294
Si, 4.7823, 11.3476, 15.8123
Si, 0.9929, 8.8575, 15.2939
Si, 3.4351, 7.1179, 21.2159
Si, 4.4932, 12.9919, 20.9891
Si, 2.0014, 0.2786, 19.254
Si, 3.4223, 9.0251, 16.8635
Si, 2.9957, 2.3017, 17.4107
Si, 8.0483, 13.3897, 18.0953
Si, 12.7793, 5.0586, 21.567
Si, 8.4892, 10.7697, 10.0394
Si, 6.1814, 10.2793, 21.0356
Si, 9.4323, 8.3742, 15.7399
Si, 5.5658, 14.2919, 16.4219
Si, 4.9078, 8.265, 10.0193
Si, -3.8665, 7.9417, 18.1952
Si, 3.2913, 4.5293, 9.8553
Si, 0.2195, 5.8333, 18.8812
Si, 8.9038, 7.779, 9.844
O, 9.2986, 0.9304, 17.6624
O, 9.2918, 0.6023, 10.9914
O, 0.8511, 4.6259, 15.9129
O, 2.0182, 12.2595, 12.9166
O, 6.0686, 5.2713, 12.9512
O, 0.2889, 4.83, 20.1967
O, 9.9574, 5.1634, 15.2544
O, 4.7431, 12.9321, 16.1155
O, 2.4839, 3.1606, 10.286
O, 1.9986, 1.6362, 16.295
O, 7.7057, 0.2742, 13.0945
O, 5.4789, 7.3372, 11.255
O, 3.3416, -0.4244, 19.8403
O, 2.4436, 5.8751, 20.9731
O, 1.2423, 10.1788, 14.3598
O, 4.2792, 1.287, 10.0378
O, 3.7846, 8.2399, 18.2224
O, 5.2774, 11.5941, 20.8194
O, -0.1042, 5, 10.9255
O, 1.6823, 7.6026, 14.4931
O, 9.9323, 9.3556, 20.1236
O, 7.4598, 2.9585, 13.3111
O, 6.2132, 7.3332, 18.0052
O, 7.8097, 6.5658, 9.7742
O, 7.3582, 4.1678, 10.9308
O, 10.5082, 2.9452, 16.5643
O, 8.7678, 9.8646, 15.699
O, 8.0637, 7.3911, 19.7
O, 10.9628, 2.4726, 10.2148
O, 6.2649, 1.4183, 15.0458
O, 3.8927, 6.6688, 13.3012
O, 9.8496, 7.0042, 21.4694
O, 11.0691, 6.3873, 13.1195
O, 0.979, 7.4142, 11.0733
O, 8.1965, 9.1795, 10.3357
O, 8.8719, 7.5561, 17.0752
O, 1.152, 10.9422, 20.6989
O, 6.675, 0.6644, 17.5661
O, 4.5344, 1.9649, 17.0446
O, -0.5481, 8.544, 15.6842
O, 2.7681, 8.576, 20.8066
O, 6.7082, 0.823, 10.7589
O, 5.6902, 9.1952, 19.93
O, 7.7778, 11.777, 11.1444
O, 1.8324, -0.8948, 15.4342
O, 8.1029, 4.9685, 20.7888
O, 10.001, 7.3146, 10.9395
O, 4.0362, 8.2887, 15.5113
O, 10.0852, 10.9954, 10.2871
O, 11.2116, 13.2854, 9.3833
O, 4.1942, 5.001, 11.1418
O, 0.3252, 8.6409, 21.6785
O, 3.1944, 5.8315, 15.75
O, 11.2423, 0.4565, 15.9633
O, 10.2403, 11.8836, 20.7038
O, 7.5159, 9.5616, 17.9858
O, 2.309, 5.7687, 9.5117
O, 2.9487, 3.9005, 17.4358
O, 11.4194, 7.3415, 19.3487
O, 8.2519, 11.9488, 17.3533
O, 1.4172, -0.4032, 17.8904
O, 5.5192, 12.3908, 9.2721
O, 6.3427, 10.8395, 15.8008
O, 8.6965, 5.2667, 12.9464
O, 7.9404, 13.3118, 19.7157
O, 3.8594, 11.0909, 14.4676
O, 8.9407, 1.4888, 15.0396
O, 2.4617, 1.8104, 18.8924
O, 3.6005, 11.7861, 10.9056
O, 5.6103, 0.7717, 20.7833
O, 10.7107, 5.2107, 17.8489
O, 4.7033, 6.8248, 20.2232
O, 9.0048, 7.4825, 14.4343
O, 4.0397, 10.5241, 17.0114
O, 1.0302, 11.4592, 10.6313
O, 3.2868, 8.1939, 10.1641
O, 7.7281, 2.3431, 20.6637
O, 9.4737, 4.544, 9.3683
O, 0.7738, 0.1555, 20.3242
O, 1.6086, 6.0236, 18.022
O, 5.2882, 9.8531, 10.2017
O, 7.741, 10.6909, 20.7737
O, 1.9739, 0.5726, 10.9379
O, 1.7958, 9.0679, 16.7119

Results
free energy: -168221.009 eV
free energy less fixed offsets of O -568.88, Si -635.61 eV per atom: 0.511 eV

Forces (eV/angstrom), in the order of the atoms: element, x, y, z
Si, 0.1903, -0.369, -0.4454
Si, 0.0008, -0.1109, -0.5991
Si, -0.1414, 0.0732, -0.7343
Si, -0.1389, 0.0809, -0.4976
Si, 0.327, 0.0586, -0.4953
Si, -0.0969, 0.1079, -0.538
Si, 0.3114, -0.3943, -0.4901
Si, 0.0277, 0.2791, -0.5229
Si, -0.169, 0.1518, -0.579
Si, 0.2237, 0.0455, -0.3894
Si, 0.0948, -0.111, -0.6152
Si, -0.0417, 0.0232, -0.5172
Si, -0.1443, 0.0555, 0.3138
Si, 0.0664, 0.0203, 0.216
Si, 0.0237, 0.061, 0.3382
Si, -0.0116, 0.0914, 0.1893
Si, -0.0846, -0.0574, 0.3867
Si, -0.0457, -0.0611, 0.2646
Si, -0.0702, 0.1078, 0.4177
Si, -0.1331, -0.0972, 0.4581
Si, -0.0189, 0.0582, 0.4111
Si, -0.1631, 0.0104, 0.4801
Si, -0.053, -0.049, 0.2478
Si, 0.0575, 0.1001, 0.3955
Si, -0.0051, -0.0654, 0.0704
Si, -0.0117, 0.0056, 0.1111
Si, -0.021, -0.008, 0.0941
Si, -0.0211, -0.0521, 0.0954
Si, -0.0219, 0.025, 0.0763
Si, 0.0049, 0.0538, 0.0495
Si, -0.0042, -0.0461, 0.0004
Si, 0.0221, 0.0328, 0.0174
Si, 0.0381, 0.0161, 0.0819
Si, -0.0006, -0.0144, 0.0484
Si, 0.0314, -0.0119, 0.0835
Si, 0.0002, -0.0157, 0.1025
Si, -0.0042, -0.0304, -0.1756
Si, 0.0737, -0.0181, -0.1644
Si, -0.0694, -0.0185, -0.1452
Si, 0.0623, 0.0489, -0.16
Si, -0.0299, 0.0112, -0.1197
Si, 0.0031, 0.0066, -0.1231
Si, -0.0477, -0.0345, -0.2003
Si, -0.0048, -0.0043, -0.1038
Si, 0.0286, 0.0038, -0.1891
Si, -0.0159, -0.0037, -0.208
Si, -0.0068, 0.0006, -0.092
Si, -0.019, 0.0296, -0.1723
Si, 0.0668, 0.2175, -0.1245
Si, -0.1923, -0.0364, -0.1348
Si, 0.1571, 0.0243, 0.0177
Si, -0.0896, -0.1458, -0.2132
Si, 0.1246, -0.1866, -0.0679
Si, 0.0433, -0.0093, 0.0203
Si, -0.0379, -0.0096, 0.1404
Si, 0.1266, -0.0658, 0.2929
Si, 0.0423, -0.0496, 0.1061
Si, -0.022, -0.0586, -0.1008
Si, 0.1537, 0.1187, 0.1566
Si, -0.0022, 0.0097, -0.0407
Si, -0.0569, -0.019, -0.1365
Si, 0.0966, -0.0545, 0.0739
Si, -0.0666, -0.0911, -0.1786
Si, -0.0484, 0.0284, 0.0034
Si, -0.0577, 0.1234, -0.0951
Si, 0.0911, 0.1133, -0.0384
Si, -0.0347, -0.078, 0.0182
Si, -0.0839, 0.0237, -0.1587
Si, -0.0188, 0.0528, 0.1652
Si, -0.0154, 0.0252, -0.067
Si, -0.0637, 0.0028, 0.1002
Si, -0.1579, 0.0297, 0.0552
Si, 0.0179, 0.0277, 0.2014
Si, -0.078, 0.0239, 0.1448
Si, 0.0126, -0.0314, 0.2001
Si, 0.0181, 0.0207, 0.1414
Si, -0.0066, -0.0178, 0.1265
Si, -0.0051, 0.0012, 0.1193
Si, -0.0063, -0.0065, 0.1434
Si, 0.0431, -0.0096, 0.1359
Si, 0.008, 0.0148, 0.1796
Si, 0.0169, 0.0046, 0.1709
Si, 0.0289, 0.0086, 0.1546
Si, -0.0274, 0.002, 0.1495
Si, -0.0019, -0.0038, -0.0556
Si, -0.0263, -0.0316, -0.0496
Si, 0.0246, 0.0374, 0.0025
Si, 0.0086, -0.0159, 0.0206
Si, -0.044, 0.0507, -0.0535
Si, -0.0216, -0.0027, -0.0134
Si, -0.0336, -0.0055, -0.0541
Si, 0.0228, -0.0063, -0.0328
Si, -0.006, 0.0266, -0.0766
Si, 0.0486, 0.0358, -0.0689
Si, 0.0049, -0.0622, -0.014
Si, 0.0381, 0.0069, -0.0724
Si, -0.0239, -0.0419, -0.3559
Si, -0.0128, 0.004, -0.3177
Si, -0.0018, -0.0761, -0.4513
Si, -0.043, 0.0783, -0.4034
Si, 0.2253, -0.0132, -0.4629
Si, -0.0268, -0.0019, -0.267
Si, 0.0157, 0.0593, -0.4456
Si, 0.0244, -0.0011, -0.3178
Si, -0.004, -0.0533, -0.312
Si, -0.0851, 0.0618, -0.456
Si, -0.0229, 0.0865, -0.3651
Si, 0.0958, -0.0577, -0.3576
Si, 0.1247, 0.1072, 0.7254
Si, 0.125, 0.136, 0.5465
Si, -0.1378, 0.2145, 0.5733
Si, 0.1673, -0.1729, 0.6314
Si, 0.1276, -0.256, 0.6882
Si, -0.2913, 0.0416, 0.4612
Si, -0.2007, 0.1235, 0.5381
Si, -0.1592, 0.0038, 0.7082
Si, -0.1067, 0.0868, 0.6699
Si, 0.0315, -0.1498, 0.6088
Si, -0.1525, -0.2558, 0.5625
Si, 0.2649, -0.0252, 0.8189
O, 0.0058, 0.0503, -0.4465
O, 0.1979, -0.0323, -0.6371
O, -0.0195, -0.0343, -0.4357
O, 0.0779, -0.0402, -0.3862
O, -0.184, -0.0455, -0.4899
O, -0.0738, -0.0238, -0.2273
O, 0.1056, -0.0118, -0.3833
O, 0.0167, 0.0264, -0.2498
O, 0.0432, 0.1204, -0.3725
O, -0.0238, 0.1178, -0.3133
O, 0.1363, 0.0033, -0.2902
O, -0.2202, 0.0495, -0.6383
O, -0.2489, -0.0357, 0.2779
O, -0.1065, -0.0296, -0.0191
O, 0.1038, -0.1507, 0.6565
O, -0.1896, 0.1973, 0.2992
O, 0.0277, -0.1144, 0.4354
O, -0.0352, 0.1635, 0.1782
O, 0.0808, -0.0867, 0.1906
O, 0.0314, -0.0709, 0.0605
O, -0.0852, 0.0109, 0.3546
O, 0.219, 0.0378, 0.1633
O, 0.1052, -0.2248, 0.5807
O, -0.0358, 0.0626, 0.4877
Si, -0.0426, -0.0058, 0.0546
Si, -0.1441, 0.0652, 0.3724
Si, 0.0655, 0.0225, -0.1446
Si, -0.0027, 0.0488, 0.3631
Si, -0.0353, -0.201, 0.3602
Si, 0.0523, 0.2105, -0.3257
Si, 0.012, 0.1068, -0.3459
Si, -0.1417, -0.0097, 0.0364
Si, 0.0537, -0.0167, -0.0545
Si, -0.1529, -0.0167, -0.0028
Si, 0.0526, 0.1349, 0.3204
Si, 0.1112, 0.0657, -0.165
Si, 0.086, 0.1423, 0.3141
Si, -0.012, -0.1298, 0.0153
Si, 0.1478, 0.0139, 0.1968
Si, -0.0928, -0.1509, -0.167
Si, -0.0328, -0.2298, 0.3632
Si, -0.0416, 0.1085, 0.0151
Si, -0.0531, -0.0465, 0.2608
Si, -0.0321, 0.0333, 0.0092
Si, 0.0002, -0.051, 0.155
Si, 0.0155, -0.0829, -0.1586
Si, 0.0991, -0.0746, 0.2673
Si, -0.0838, 0.101, 0.395
Si, -0.0346, -0.0756, 0.1418
Si, -0.0437, 0.2227, -0.2542
Si, -0.0588, 0.0134, 0.1105
Si, -0.022, -0.1794, -0.1556
Si, 0.0421, -0.0727, -0.017
Si, -0.0017, 0.0869, -0.2344
Si, -0.02, -0.1383, 0.041
Si, 0.1486, 0.0556, 0.0691
Si, 0.2474, -0.0762, -0.0614
Si, -0.0508, -0.0534, -0.2275
Si, -0.1284, 0.0794, -0.0212
Si, 0.0089, -0.0692, 0.1173
Si, -0.1121, 0.0201, 0.1777
Si, 0.0244, 0.0328, -0.1882
Si, -0.1226, 0.1698, -0.1188
Si, 0.0021, 0.0842, 0.4345
Si, -0.0747, -0.0244, -0.1884
Si, -0.0801, -0.0959, -0.0891
Si, 0.143, 0.0447, -0.0939
Si, 0.0338, 0.0023, 0.306
Si, -0.25, 0.0323, -0.1801
Si, 0.0087, 0.0252, 0.3354
Si, 0.088, -0.0743, -0.2129
Si, 0.1085, 0.0207, 0.2287
O, 0.0067, -0.0067, 0.0653
O, 0.2073, 0.2261, -0.2413
O, 0.0056, -0.0411, -0.0766
O, 0.0127, -0.0254, 0.0475
O, -0.003, 0.0015, -0.1068
O, 0.0477, -0.0462, 0.1606
O, 0.0259, -0.0026, 0.0621
O, -0.0352, 0.0111, 0.029
O, -0.0387, 0.0965, -0.1756
O, 0.0217, 0.0143, -0.0998
O, -0.0108, 0.0231, 0.0391
O, -0.0212, 0.1028, -0.2084
O, 0.205, -0.0756, 0.1393
O, -0.0314, -0.0698, 0.0295
O, -0.044, -0.0163, -0.0025
O, 0.0886, 0.0454, -0.169
O, 0.0123, 0.026, 0.0195
O, -0.0806, -0.0208, 0.1151
O, -0.0476, -0.2178, -0.1684
O, -0.0327, -0.0096, -0.0325
O, 0.0329, -0.0151, 0.0692
O, 0.0133, 0.0228, -0.0793
O, 0.0981, 0.1184, 0.1292
O, -0.087, -0.0439, -0.1693
O, 0.0595, 0.0344, -0.2827
O, 0.0602, -0.0469, 0.0337
O, 0.0364, 0.0063, -0.0598
O, 0.0358, -0.1082, 0.3343
O, 0.0385, 0.0096, -0.1498
O, -0.0673, 0.0194, 0.0468
O, -0.0477, 0.0205, -0.0718
O, 0.0358, -0.0622, 0.1446
O, -0.0025, -0.019, -0.0617
O, 0.1622, 0.072, -0.2549
O, -0.0416, -0.0868, -0.2069
O, 0.018, 0.0803, 0.0886
O, 0.1346, -0.1086, 0.1346
O, 0.0055, -0.0192, 0.1073
O, 0.0338, -0.0267, 0.0089
O, 0.0206, 0.0174, 0.0179
O, -0.0423, 0.1448, 0.0529
O, -0.1786, 0.0351, -0.2479
O, 0.0752, 0.1181, 0.2097
O, -0.0007, -0.1703, -0.1936
O, -0.0146, 0.0041, 0.0797
O, -0.0175, -0.1626, 0.1501
O, -0.1292, 0.1056, -0.1429
O, 0.0045, -0.0085, -0.0265
O, 0.0042, -0.0292, -0.1612
O, 0.058, 0.1632, -0.1878
O, -0.141, -0.1501, -0.2945
O, -0.1411, -0.1755, 0.136
O, -0.009, -0.0011, 0.0284
O, 0.032, -0.0053, -0.0465
O, -0.0409, -0.0254, 0.1652
O, 0.0665, -0.0243, -0.0295
O, -0.101, -0.0874, -0.1178
O, 0.0165, -0.0167, 0.0055
O, -0.0471, 0.0482, 0.2115
O, -0.0121, 0.0287, 0.0414
O, -0.0252, 0.0552, 0.0026
O, 0.107, -0.132, -0.1714
O, -0.0077, 0.0095, -0.0347
O, -0.0271, -0.023, -0.1034
O, -0.0524, 0.0396, 0.0958
O, 0.0254, -0.0203, -0.0155
O, 0.0555, -0.0203, 0.0357
O, 0.0458, -0.0289, -0.1014
O, 0.2737, -0.186, -0.1984
O, 0.0641, 0.0875, 0.082
O, 0.0297, 0.039, 0.0748
O, -0.1061, 0.1221, 0.1231
O, 0.004, 0.0435, 0.0438
O, 0.0498, 0.0564, 0.0129
O, -0.1441, -0.0341, -0.1617
O, -0.0667, 0.0021, -0.118
O, 0.074, 0.1649, 0.0824
O, -0.0211, -0.0171, -0.1662
O, -0.0522, -0.0739, 0.0699
O, -0.0473, -0.0059, 0.0629
O, 0.0265, 0.0973, -0.1665
O, 0.0527, -0.0081, 0.0952
O, 0.0246, 0.1901, -0.159
O, -0.0209, 0.0417, 0.0181

The program warned: the cutoff lies below the one the program advises for these potential files; the forces do not sum to zero within the program's tolerance; the exchange-correlation potential is rough where the density is thin.
